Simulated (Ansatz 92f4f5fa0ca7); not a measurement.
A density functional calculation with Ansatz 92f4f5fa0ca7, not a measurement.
Periodic cell of 234 atoms, Si134O100, from a study of silicon, its oxide and their interface. The atomic structure is a simulated model.

Settings: functional r2SCAN; potential files Ansatz norm-conserving; basis plane waves; wave-function cutoff 1300 eV; density cutoff ratio 4; exchange-correlation grid ratio 1; k mesh 2 x 2 x 1, shifted by 0.5 0.5 0.5 of a step; self-consistency stop 5e-08 eV per atom in the density residual; occupations Fermi-Dirac, 0.05 eV; spin none; net charge 0.

Cell vectors (angstrom)
a	11.5403	0	0
b	0	15.3871	0
c	-1.9654	1.3496	22.0677

Atoms and the computed forces on them: element, x, y, z (angstrom), force x, y, z (eV/angstrom)
Si	-1.6884	1.0423	0.2618	0.116	0.0502	-0.4902
Si	-1.8269	5.4832	-0.3638	-0.1637	0.662	-0.0183
Si	-1.7667	8.5685	0.1023	-0.1003	-0.0207	-0.7049
Si	-1.7116	11.6694	-0.2906	0.1432	-0.0786	-0.5761
Si	2.343	1.0035	-0.4695	0.2009	-0.2886	0.1991
Si	1.6862	4.6195	-0.5512	0.0497	0.4117	0.4532
Si	2.1006	8.8878	-0.1565	-0.028	0.2485	-0.8426
Si	2.0311	11.8439	0.3053	0.0273	0.1974	-0.7705
Si	5.89	1.1241	0.1208	-0.0923	0.2629	-0.1656
Si	5.6305	4.2348	-0.0462	0.081	-0.3442	0.2166
Si	5.975	8.8505	-0.0607	0.1039	0.0058	-0.5897
Si	5.7893	11.9316	-0.0487	-0.2287	0.0853	-0.7237
Si	0.4025	0.8792	1.1907	0.1381	0.0534	-0.2402
Si	-0.0012	4.9582	1.1369	0.1623	-0.1905	-0.4628
Si	0.2225	8.5442	1.2986	0.0696	0.0042	-0.2225
Si	0.0102	12.1703	1.3347	0.0172	0.0664	-0.2029
Si	3.9191	0.5778	1.262	0.1112	0.0122	-0.1708
Si	3.6334	4.6338	1.1204	-0.2307	-0.1972	-0.4475
Si	3.9829	8.4553	1.2156	0.1002	0.0226	-0.2626
Si	4.008	12.1108	1.4635	-0.0892	0.0099	-0.176
Si	7.8666	0.7637	1.3709	-0.1637	0.1339	-0.223
Si	7.7768	4.8656	0.9995	-0.062	-0.0882	-0.5401
Si	7.824	8.5926	1.3784	-0.078	-0.0435	-0.2492
Si	7.8646	12.2547	1.062	0.0592	-0.0446	-0.1232
Si	0.1562	2.8774	2.4712	0.0499	0.1482	0.0307
Si	0.1532	6.6687	2.674	0.019	-0.1796	0.0484
Si	0.1295	10.3662	2.7365	-0.1422	0.085	0.2335
Si	0.1851	14.2423	2.5197	0.113	-0.0298	-0.2757
Si	3.8543	2.6869	2.5017	-0.0933	0.1024	0.2907
Si	3.8636	6.527	2.5786	-0.0158	-0.1615	-0.1001
Si	3.9934	10.228	2.7581	0.0665	0.0082	0.1892
Si	3.9482	14.1016	2.6496	-0.0021	0.186	-0.1133
Si	7.8186	2.863	2.476	-0.0102	0.0856	0.4327
Si	7.7427	6.61	2.6033	0.0284	-0.1429	0.0991
Si	7.8445	10.4924	2.6738	-0.0397	-0.0265	0.1417
Si	7.8471	14.1552	2.5467	0.0638	0.0461	-0.1588
Si	-1.7554	2.8141	3.8715	-0.1362	-0.0277	-0.2552
Si	-1.8249	6.6145	3.9686	-0.047	-0.0238	0.0152
Si	-1.7804	10.4472	4.0479	0.2105	0.0021	-0.0453
Si	-1.7532	14.301	3.8702	-0.0399	0.0356	0.0557
Si	1.9943	2.7761	3.9685	0.1719	-0.0367	-0.224
Si	2.0289	6.5399	4.0693	-0.2195	0.0624	0.0529
Si	2.0488	10.3588	4.0716	-0.0002	0.0118	-0.006
Si	2.0328	14.2039	3.9761	0.0604	-0.0511	0.1113
Si	5.8354	2.7875	3.867	0.036	-0.0324	-0.2932
Si	5.8206	6.5325	3.9811	0.0657	-0.0533	0.0255
Si	5.9258	10.3304	4.0484	-0.0131	-0.0031	-0.0918
Si	5.9087	14.1759	3.9115	-0.1926	-0.0578	0.0895
Si	-1.7198	0.8607	5.2115	-0.0532	0.0898	0.0198
Si	-1.7729	4.6699	5.3336	-0.0117	-0.0614	-0.0777
Si	-1.7494	8.5228	5.3545	-0.2283	-0.0032	-0.0105
Si	-1.7953	12.4335	5.3033	0.1686	-0.1643	0.0658
Si	2.0097	0.8061	5.2832	-0.0877	0.084	-0.0177
Si	2.0133	4.6019	5.4539	0.1224	-0.0541	0.028
Si	1.9839	8.4586	5.4255	0.0918	-0.1426	-0.0553
Si	2.0922	12.3154	5.3575	-0.1209	0.0748	0.0294
Si	5.7957	0.7888	5.1488	0.0822	0.0739	0.0458
Si	5.8654	4.6196	5.3811	-0.0613	0.0349	0.0049
Si	5.9006	8.4344	5.4227	0.0156	0.1359	0.0058
Si	5.8822	12.273	5.3232	-0.011	0.0237	0.0086
Si	0.1631	0.9208	6.7432	-0.0256	-0.0517	-0.076
Si	0.0635	4.6296	6.8385	0.0823	0.0864	0.1559
Si	0.0975	8.5135	6.8313	-0.0922	0.0669	0.2025
Si	0.1416	12.538	6.6309	0.0725	-0.0024	-0.1452
Si	3.9162	0.6809	6.6675	0.1041	-0.0183	-0.0922
Si	3.9602	4.5049	6.8089	-0.1327	-0.0767	0.1052
Si	3.9011	8.3416	6.7353	-0.0527	-0.016	-0.1372
Si	4.0043	12.1644	6.7245	0.0284	-0.1518	-0.017
Si	7.7773	0.8216	6.3519	-0.0694	0.1205	-0.2767
Si	7.8614	4.6926	6.7092	0.0803	-0.0137	-0.0332
Si	7.9109	8.6512	6.6917	0.1233	-0.0644	-0.1573
Si	7.7955	12.3192	6.6655	-0.022	-0.1571	-0.2017
Si	-0.024	2.7264	8.3215	-0.1841	-0.0118	0.2582
Si	0.215	6.5454	8.2477	-0.0542	0.1075	-0.0057
Si	-0.0217	10.6658	7.9351	0.0055	0.1031	0.2235
Si	0.2879	14.4136	8.1062	0.0933	-0.1765	0.2549
Si	3.8334	2.5057	8.1808	0.2828	0.1168	0.1909
Si	3.9908	6.451	8.1494	0.0818	-0.0812	0.1524
Si	3.8463	10.1977	8.1076	-0.0715	0.154	0.1674
Si	4.0602	14.0842	8.0075	0.2792	0.1896	0.1963
Si	7.6901	2.5875	7.8228	-0.0975	-0.0418	0.1838
Si	8.0913	6.7626	7.9516	0.1552	-0.0146	0.1516
Si	7.8277	10.5034	8.217	0.0628	0.1318	0.293
Si	7.8744	14.3649	7.7117	-0.1828	0.143	0.1659
Si	-2.1948	2.2311	9.4033	0.0177	-0.1613	0.1816
Si	-1.6285	7.0223	9.5985	0.1754	-0.2638	0.1655
Si	-1.7648	11.438	9.4574	-0.1173	0.0461	0.4538
Si	-1.8259	14.5407	9.0852	-0.0161	0.1888	0.7591
Si	1.967	2.9344	9.6751	0.2702	-0.0296	0.5231
Si	2.1297	6.1473	9.6369	0.0589	-0.1467	0.6529
Si	1.8143	10.7298	9.3538	-0.2082	0.0238	0.5225
Si	2.2614	13.8227	9.4733	0.0826	-0.1068	0.7444
Si	5.8766	2.124	9.3376	-0.2897	-0.3499	0.5633
Si	6.1272	6.6589	9.09	0.141	-0.0104	0.6499
Si	5.8155	9.7203	9.3091	-0.1255	-0.1106	0.6848
Si	6.1044	14.43	9.2038	-0.0363	0.0018	0.5459
Si	-0.3195	9.5954	11.1846	-0.084	0.0481	0.4188
Si	3.4497	4.5556	14.3879	0.1855	0.0394	0.1566
Si	0.6256	8.7535	13.9708	0.2165	0.0385	0.5012
Si	-0.6901	5.2666	16.3808	-0.1757	0.0572	0.0929
Si	3.9986	13.2878	16.8906	0.1045	-0.1312	-0.201
Si	7.4019	8.2673	13.5598	-0.1695	0.0974	0.2644
Si	-0.8774	8.3618	16.6825	-0.2617	0.0759	-0.2538
Si	8.0468	9.8904	16.2061	0.0277	0.0113	0.0765
Si	11.2205	-1.937	14.8162	0.0236	-0.2079	0.0008
Si	5.8168	10.3993	12.201	0.0068	-0.308	0.5506
Si	3.536	10.0678	14.1114	-0.0456	-0.0455	0.2413
Si	3.5156	14.7175	12.2821	-0.0601	0.0016	0.436
Si	7.695	1.9356	19.4782	-0.4006	-0.2298	-0.5459
Si	8.2047	4.0215	16.0096	-0.0488	0.0265	-0.0191
Si	11.0593	4.3262	13.4687	0.0957	-0.003	0.324
Si	7.2176	4.0817	10.8294	-0.0754	0.2281	0.1397
Si	5.0584	10.4126	16.8766	0.1664	0.0519	-0.2231
Si	1.6048	6.1726	12.6789	0.152	-0.0162	0.4616
Si	3.7042	0.8297	17.0073	0.1237	0.0757	-0.2906
Si	-2.8406	14.531	19.0241	-0.0303	-0.0501	-0.5294
Si	1.0296	0.9244	15.1672	-0.1402	-0.0794	0.1716
Si	2.6207	3.7789	20.0473	0.0538	-0.2478	-0.4702
Si	6.0811	6.0346	15.1453	-0.0136	0.0069	0.0512
Si	2.3292	-2.6026	14.3614	-0.0581	-0.2246	0.1859
Si	2.9428	14.5711	19.2952	0.206	-0.1472	-0.4586
Si	4.6615	6.1441	17.8076	0.047	-0.0174	-0.4385
Si	8.8038	-2.4004	16.3565	-0.0011	-0.1545	-0.0613
Si	9.9235	1.9602	14.4025	-0.1527	-0.1924	0.1874
Si	2.6261	17.4311	12.6927	0.1172	0.0959	0.4038
Si	8.7738	5.8842	12.2476	0.0851	0.357	0.6936
Si	-2.777	4.5207	20.4618	-0.1817	-0.1407	-0.0411
Si	6.3668	13.3532	12.0506	0.0888	0.1316	0.4958
Si	5.6895	3.1176	17.7281	0.0288	-0.0632	-0.4045
Si	0.0399	15.1836	19.9754	-0.0634	-0.2464	-0.0825
Si	0.6874	8.293	19.4936	-0.0504	0.0182	-0.2352
Si	8.7301	14.4683	13.8258	0.0226	0.0759	0.1198
Si	2.1592	4.7314	17.2188	-0.0579	0.3298	-0.4278
Si	3.8833	8.6693	19.2526	0.1003	0.0984	-0.5119
O	0.6674	7.1894	13.5333	0.1157	-0.0889	-0.3205
O	-2.9439	3.3162	19.3523	0.0412	0.2343	0.4264
O	7.0283	3.3076	16.8401	-0.061	0.0913	0.1932
O	-3.5979	3.9682	21.7731	0.0799	-0.4858	-0.1197
O	-1.8058	7.1308	-0.7894	-0.0029	-0.3803	0.5875
O	-3.5159	5.9854	20.2737	0.2041	-0.1332	0.3629
O	-1.4991	12.5671	-1.6724	-0.0922	-0.3215	0.4609
O	-1.7465	10.0386	-0.7568	-0.0373	0.2513	0.7139
O	8.749	2.8947	14.9948	0.1918	0.0999	0.0344
O	2.271	1.0761	16.226	0.087	-0.0987	0.017
O	2.2163	5.5801	-1.7817	-0.1254	-0.1745	0.1641
O	1.2196	3.6398	20.9122	-0.2603	-0.1736	-0.1499
O	2.0797	10.4808	-0.6507	-0.0428	-0.0284	0.9768
O	0.0187	14.5283	21.438	0.089	0.0335	-0.3503
O	-1.239	14.7366	19.1084	0.092	0.07	0.3522
O	5.0047	4.8879	14.7261	-0.1572	0.1323	0.0109
O	8.1259	14.0031	15.2722	0.27	-0.0814	-0.0561
O	5.8297	2.7114	0.5768	0.2134	0.1827	-0.5634
O	5.2581	3.8883	-1.654	-0.0058	-0.0798	0.4905
O	0.005	8.4141	18.029	0.1691	-0.1016	0.4675
O	6.2517	7.845	-1.3405	-0.1656	0.2055	0.4766
O	-1.3494	10.8297	10.9274	0.1735	-0.1225	-0.3724
O	5.4695	13.0318	-1.2672	0.1498	-0.3487	0.4417
O	7.0025	9.3395	12.4297	-0.0801	0.0436	-0.0288
O	10.1291	-1.7467	13.617	-0.1147	0.1926	0.2644
O	-1.1346	6.8163	16.2643	0.1407	-0.0046	0.0799
O	-2.1064	5.9782	10.7709	0.0998	0.2753	-0.1025
O	-2.0503	0.6254	9.9559	0.1006	-0.0629	-0.7407
O	-0.2063	9.4958	12.805	0.0209	-0.1159	-0.6432
O	-0.1041	9.018	15.4023	0.0242	-0.2063	-0.1126
O	4.5689	9.6651	12.948	0.1556	0.2906	-0.1776
O	-0.4132	1.6659	15.4992	0.0673	-0.0938	-0.3459
O	12.1154	-0.6262	15.1256	-0.0405	0.0535	-0.062
O	2.2304	4.5322	9.9195	-0.236	0.1169	-0.2256
O	1.9964	17.686	11.2135	-0.0225	0.214	-0.6777
O	2.0086	6.745	11.209	-0.0204	-0.1925	-0.6589
O	1.2134	9.8283	10.6269	-0.0499	0.1104	-0.2853
O	2.7116	14.5799	10.8752	-0.1209	-0.1618	-0.4144
O	4.6413	2.168	16.8894	-0.012	-0.0227	0.3255
O	2.7619	12.9317	15.9138	0.1288	0.1006	-0.1202
O	5.9665	15.9387	9.8772	-0.0593	0.0744	-0.6543
O	5.9564	8.1342	9.8983	0.1016	0.2851	-0.8383
O	1.497	1.4895	13.7259	0.1369	0.1239	-0.1862
O	5.4886	10.5991	10.6475	0.1507	-0.128	-0.1533
O	8.49	7.3656	12.8034	-0.0283	-0.3231	-0.1394
O	6.3031	11.8639	12.7201	-0.0634	0.0406	-0.3315
O	6.4741	13.3731	10.4303	-0.068	0.2596	-0.3223
O	5.1389	19.9912	18.1351	-0.087	0.0319	0.0503
O	4.4583	-0.558	16.4708	-0.3226	-0.0636	0.2881
O	0.5896	5.1356	17.3679	0.2058	-0.0714	-0.1052
O	6.5677	5.2728	9.9011	-0.0662	0.1472	0.1572
O	0.7652	4.771	12.5337	-0.1156	0.141	0.0401
O	6.0685	2.935	10.7833	0.211	0.0654	-0.4067
O	2.1793	9.2028	14.1107	-0.0968	0.0651	-0.1731
O	-1.024	8.3473	10.3893	-0.2132	-0.2315	0.0422
O	7.7528	1.4124	21.0044	0.0582	0.3102	0.1238
O	2.4156	3.6698	18.4272	0.0716	0.0991	0.6893
O	3.4624	13.3021	18.4181	-0.0926	0.4446	0.1401
O	9.8096	5.2888	13.2934	-0.0119	-0.0269	-0.3713
O	8.0137	9.1218	14.7869	-0.1629	-0.1198	-0.1701
O	8.3504	11.4688	16.055	0.0291	0.0643	0.0278
O	6.1722	2.3337	19.0585	0.2353	0.0447	0.1486
O	-3.1639	13.4659	17.8369	0.1408	0.2667	0.2535
O	3.0797	6.0633	17.4097	0.1185	-0.2868	0.1298
O	5.5684	1.2117	-1.5199	-0.0208	0.2158	0.4982
O	10.4294	-2.3486	16.176	-0.2216	0.15	-0.2628
O	7.4895	4.8792	12.2274	0.1097	-0.1186	-0.4638
O	6.2142	7.2779	14.1085	0.2734	0.0344	-0.0912
O	6.5794	9.8177	16.9136	-0.0879	0.1189	-0.0858
O	8.6644	3.3152	10.497	0.0291	-0.2011	-0.2059
O	-1.9076	13.061	9.8814	-0.0461	-0.3898	-0.5825
O	4.9628	14.047	12.4061	-0.0666	0.0024	-0.2264
O	9.1608	0.6471	13.8447	0.1363	-0.0905	0.0528
O	4.2584	9.8212	18.1554	-0.0726	-0.241	0.2869
O	3.4691	15.9361	18.5862	-0.0957	-0.1931	0.1758
O	0.1655	9.5106	20.4311	0.0714	-0.1189	0.5522
O	-2.0429	4.5043	16.886	0.0209	0.0303	-0.2407
O	3.3652	3.3211	13.3598	-0.2407	-0.1376	-0.1775
O	3.2024	11.5978	13.7347	-0.0395	0.0151	0.0398
O	5.5898	6.6564	16.5684	-0.1781	-0.2379	0.1279
O	7.6287	14.1599	12.695	-0.1898	-0.1483	-0.2451
O	5.8296	10.3924	-0.7002	0.0688	0.038	0.704
O	7.5389	5.3221	15.2832	-0.0567	-0.1179	0.0788
O	10.6346	2.7863	13.1853	-0.0126	0.2389	0.0821
O	5.0935	12.0649	16.8404	-0.2436	-0.0063	-0.0206
O	1.336	14.6512	19.1796	-0.1402	0.1142	0.3733
O	2.0413	0.045	-1.7789	0.075	0.1701	0.1964
O	4.2714	9.9066	15.5468	0.0267	0.1649	-0.0228
O	-2.2742	9.1542	17.0037	0.0903	-0.0458	-0.1368
O	12.3015	12.3355	14.35	0.1356	0.3659	0.0366
O	3.7591	16.2871	12.5736	-0.2614	-0.1077	-0.2381
O	0.7836	3.4219	-1.3222	0.0448	0.0658	0.0314
O	2.0482	12.2513	9.9789	0.0457	0.12	-0.6715
O	-0.1248	4.5672	15.0342	-0.0726	-0.0041	-0.2462
O	2.6077	4.1679	15.7455	-0.0058	0.1531	0.0947
O	8.1252	0.6268	18.6053	0.0381	-0.0361	0.4351
O	4.7462	7.3088	18.9351	-0.1705	0.1159	0.1725
O	2.8962	5.8795	13.6261	-0.2939	-0.0963	-0.2348
O	2.2902	8.3658	19.2619	-0.0751	-0.0147	0.1672
O	2.593	14.0956	13.467	0.1976	0.0198	-0.2591

Results
free energy: -62190.156 eV
free energy less fixed offsets of O -463.61, Si -117.95 eV per atom: -23.856 eV
pressure: -1.99 GPa
stress xx, yy, zz, yz, xz, xy (GPa, positive in tension): 1.35, 2.56, 2.07, 0.02, 0.13, 0.47

The program warned: the forces do not sum to zero within the program's tolerance.
